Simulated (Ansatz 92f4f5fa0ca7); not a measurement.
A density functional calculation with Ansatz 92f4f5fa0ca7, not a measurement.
Periodic cell of 237 atoms, Si146O90B1, from a study of silicon, its oxide and their interface. The atomic structure is a simulated model.
Doubt: the cutoff is far below the 930 eV that the study's wrapper takes by default for these files, so forces and energies are approximate.
This geometry differs little from another in the collection (a relaxation step or a small displacement).

Settings: functional PBE; potential files Ansatz PAW; basis plane waves; wave-function cutoff 580 eV; density cutoff ratio 5; exchange-correlation grid ratio 1; k mesh 1 x 1 x 1, Gamma-centred; self-consistency stop 5e-08 eV per atom in the density residual; occupations fixed; spin none; net charge -1 e, with a uniform compensating background and no finite-size correction.

Cell vectors (angstrom)
a  11.6015  0  0
b  0  10.938  0
c  0  0  32.0622

Atoms: element, x, y, z (angstrom)
Si  -0.2135  -0.0668  23.1787
Si  3.6647  0.1555  23.0898
Si  7.5678  -0.1627  23.4034
Si  1.6802  1.349  23.3696
Si  5.7286  1.3487  23.1703
Si  9.4132  1.2401  23.1855
Si  0.1611  5.2805  23.4331
Si  4.1421  5.2711  23.3891
Si  8.0353  5.5922  23.53
Si  2.1672  6.5527  23.3614
Si  5.9663  6.7502  23.5058
Si  10.0118  6.8402  23.616
Si  1.9001  2.626  25.3595
Si  5.8355  2.6234  25.2286
Si  9.636  2.6404  25.1812
Si  11.5955  3.9743  25.3646
Si  3.891  3.9318  25.3031
Si  7.7513  4.0574  25.3169
Si  1.953  8.1369  25.1741
Si  5.7782  8.1662  25.3736
Si  9.7137  8.2655  25.4282
Si  11.6267  9.5795  25.213
Si  3.8541  9.5626  25.0668
Si  7.6929  9.5182  25.3888
Si  11.6455  -0.0224  27.1814
Si  3.9005  -0.0689  27.107
Si  7.7666  -0.029  27.2736
Si  1.9836  1.2969  27.2742
Si  5.8321  1.3042  27.1846
Si  9.6964  1.3295  27.164
Si  11.5875  5.4486  27.213
Si  3.8429  5.4046  27.1879
Si  7.7171  5.4418  27.2395
Si  1.9289  6.8088  27.1529
Si  5.7614  6.7786  27.2658
Si  9.6557  6.8065  27.2761
Si  1.9424  2.7144  29.1721
Si  5.7961  2.7148  29.105
Si  9.6788  2.7156  29.1115
Si  0.0092  4.0882  29.1456
Si  3.8635  4.0851  29.1527
Si  7.7359  4.08  29.1646
Si  1.9379  8.177  29.101
Si  5.7968  8.1712  29.1748
Si  9.672  8.1797  29.2003
Si  0.004  9.5481  29.1254
Si  3.8737  9.5447  29.0943
Si  7.7364  9.5367  29.19
Si  -0.0003  -0.0058  31.0704
Si  3.8604  -0.0003  31.0439
Si  7.7293  0.0029  31.0959
Si  1.9285  1.3659  31.1065
Si  5.7949  1.3674  31.0473
Si  9.667  1.3618  31.0659
Si  0.0093  5.4642  31.0778
Si  3.8697  5.4726  31.0843
Si  7.7417  5.4604  31.1062
Si  1.9375  6.8398  31.0585
Si  5.8061  6.8286  31.1105
Si  9.6778  6.8255  31.1333
Si  1.9302  2.7522  0.978
Si  5.7957  2.7501  0.913
Si  9.6663  2.7348  0.951
Si  -0.0124  4.1115  0.9496
Si  3.8646  4.1205  0.9667
Si  7.7395  4.1121  0.986
Si  1.929  8.2203  0.9326
Si  5.7964  8.2311  0.9584
Si  9.6668  8.2256  0.9954
Si  -0.0033  9.5971  0.97
Si  3.8588  9.5969  0.9458
Si  7.7359  9.5878  0.9754
Si  11.6093  0.0438  2.9133
Si  3.8549  0.0343  2.9003
Si  7.74  0.0333  2.8964
Si  1.9332  1.415  2.9265
Si  5.8104  1.3799  2.826
Si  9.6604  1.398  2.9124
Si  11.5652  5.5127  2.858
Si  3.8761  5.5083  2.9017
Si  7.7369  5.5229  2.9123
Si  1.9127  6.8364  2.8527
Si  5.8094  6.8736  2.8836
Si  9.6601  6.9114  2.9643
Si  1.9093  2.8519  4.8247
Si  5.8312  2.7441  4.7353
Si  9.5938  2.8138  4.8272
Si  11.5365  4.1542  4.7753
Si  3.9143  4.1213  4.8231
Si  7.7121  4.2254  4.8842
Si  1.8902  8.1623  4.7992
Si  5.8084  8.274  4.7855
Si  9.6628  8.3343  4.9078
Si  11.6342  9.6693  4.8839
Si  3.8192  9.5038  4.7771
Si  7.7238  9.6918  4.886
Si  11.5974  0.2515  6.7741
Si  3.754  -0.0337  6.6415
Si  7.71  0.0755  6.9057
Si  2.0526  1.5261  6.7612
Si  5.7136  1.2962  6.6103
Si  9.6457  1.5422  6.8273
Si  11.5244  5.5204  6.6936
Si  3.981  5.4509  6.7974
Si  7.7315  5.6942  6.833
Si  1.9734  6.6648  6.6593
Si  5.8062  7.0032  6.7528
Si  9.7506  7.0616  6.9168
O  9.9831  8.0005  8.3044
O  7.6405  9.9681  8.2276
O  7.3913  4.7642  8.1754
O  3.3694  10.3581  8.1889
O  2.0141  7.5689  8.0403
O  4.0107  4.5988  8.2515
O  9.779  2.4734  8.2156
O  2.6317  2.3483  8.1271
O  11.3979  4.5866  8.0606
O  5.3748  2.3865  7.8129
O  5.801  8.0126  8.0904
O  11.309  10.3356  8.1548
O  11.3442  9.9789  21.7644
O  3.2737  10.6135  21.5215
O  5.7231  7.7484  22.1938
O  4.3249  4.4852  21.922
O  7.6609  9.618  22.1829
O  10.2853  7.6254  22.1839
O  1.6094  2.4217  22.1142
O  5.8858  2.3625  21.857
O  8.4798  4.73  22.2008
O  -0.1093  4.4197  22.0369
O  2.3835  7.3998  21.9556
O  8.95  1.8753  21.7641
Si  1.892  7.8125  9.6226
Si  5.0829  0.5836  17.7313
Si  2.5109  5.4661  14.0659
Si  10.5335  3.9305  14.0976
Si  8.3102  2.3889  15.3938
B  9.5234  2.1748  20.4139
Si  10.5104  3.6741  9.0688
Si  -0.001  2.3712  11.5861
Si  11.0188  8.2323  15.432
Si  5.1989  6.9464  14.0216
Si  5.7652  2.663  11.1478
Si  8.6112  7.5424  19.3791
Si  8.2652  4.6793  20.5812
Si  5.9704  9.6179  15.2408
Si  2.1283  7.5497  20.3569
Si  1.8427  4.8012  18.8229
Si  4.4275  3.4229  18.0178
Si  8.5304  9.0052  16.8983
Si  0.8354  9.5291  13.3025
Si  9.9015  10.695  11.7246
Si  5.401  3.664  20.9833
Si  0.5935  5.6049  16.2835
Si  10.7654  9.1805  9.152
Si  6.5704  8.8009  21.2801
Si  7.123  7.1512  11.5004
Si  2.6614  0.788  12.207
Si  10.8992  8.5888  21.0243
Si  6.0262  4.3214  15.6692
Si  7.1105  0.5309  13.0467
Si  4.0779  2.9915  8.5976
Si  0.8839  6.7697  11.9328
Si  6.5496  9.0825  9.0837
Si  0.4992  3.1616  21.1478
Si  9.7909  6.5806  12.9453
Si  7.7231  4.5751  9.7582
Si  3.9933  9.9895  20.1815
Si  4.2669  3.0759  13.5397
Si  3.8299  10.0499  9.7303
Si  8.1231  0.8357  18.2148
O  11.4297  3.2997  12.8984
O  9.3488  4.5108  9.8681
O  9.0577  3.4672  19.9328
O  4.0438  -0.0827  18.8079
O  11.3585  4.6264  15.3015
O  9.8372  9.8384  10.3236
O  3.7667  1.5838  13.1057
O  0.6449  9.1481  14.8721
O  6.4943  1.0101  18.4389
O  4.6891  3.1792  19.6077
O  6.2858  1.2592  11.8221
O  0.5193  8.6566  9.8805
O  5.5275  4.3616  17.2272
O  8.455  7.2763  12.3958
O  4.4377  2.6465  10.157
O  2.0893  5.7217  15.6141
O  3.3275  0.1295  10.8778
O  5.8978  7.2347  12.5652
O  2.3544  6.1898  19.5068
O  0.6053  5.0368  17.7932
O  8.4175  10.7241  12.3932
O  5.4513  10.107  9.7093
O  0.5884  8.0303  20.2003
O  9.7775  2.6779  14.7764
O  2.0194  10.6244  13.2078
O  9.9801  9.2025  16.1878
O  6.1492  10.3841  13.7986
O  7.5295  1.5796  14.211
O  1.4168  3.7612  19.9576
O  5.9289  5.7738  14.9125
O  7.4156  9.0353  15.7152
O  1.4796  1.7359  11.6509
O  7.1783  8.328  10.3738
O  4.3466  1.9677  17.278
O  7.047  3.2061  10.3064
O  11.5666  7.0947  16.4385
O  8.2848  10.1772  17.9544
O  3.2387  8.5798  10.1124
O  7.5726  3.8273  15.6323
O  3.0129  4.1858  17.8882
O  2.9164  3.9297  13.7652
O  1.3389  8.2362  12.4656
O  1.2412  5.7073  13.0892
O  5.0547  8.3079  14.9066
O  10.9982  2.1544  20.5736
O  10.9978  10.0421  12.7314
O  5.2644  3.6462  12.3599
O  5.1257  3.1785  14.9072
O  6.6195  4.6208  20.4751
O  8.4627  1.5806  16.7792
O  10.3858  1.2885  11.4521
O  10.8772  6.638  11.7184
O  3.2124  8.6193  19.7885
O  1.7015  6.4705  10.5426
O  7.2044  7.9974  20.0435
O  8.4881  7.6027  17.7442
O  3.697  6.4728  13.6453
O  9.5272  5.0432  13.4266
O  5.5427  9.8607  20.6379
O  10.3015  7.4798  14.1829
O  8.857  6.0133  19.8395
O  7.0968  5.7557  10.6693
O  5.3019  10.5505  16.4113
O  9.0727  1.1685  19.4455
O  11.5728  3.1961  10.1871
O  9.7544  8.6071  19.8705

Results
free energy: -144145.699 eV
free energy less fixed offsets of B -154.04, O -568.88, Si -635.61 eV per atom: 6.601 eV

Forces (eV/angstrom), in the order of the atoms: element, x, y, z
Si  -0.0102  0.0059  0.0073
Si  0.0043  0.0077  0.0011
Si  -0.0043  0.0139  0.005
Si  0.0014  -0.0043  0.0071
Si  -0.0053  -0.0089  0.0027
Si  0.0115  -0.0108  0.0116
Si  -0.0034  0.0031  0.0045
Si  0.006  0.0015  0.0006
Si  -0.0007  0.0033  -0.0006
Si  -0.0028  -0.0001  0.0017
Si  -0.0021  -0.0018  0.0052
Si  0.0035  -0.0054  0.0088
Si  -0.0004  -0.0019  0.0003
Si  0.002  -0.0017  -0.0015
Si  -0.005  -0.0014  -0.0005
Si  0.0023  -0.0005  0.0005
Si  -0.0019  0.0013  0.0021
Si  0.0018  0.0017  0.0018
Si  0.0028  -0.0026  0.0028
Si  0.0014  0.001  -0.0005
Si  -0.0002  -0.0013  0.0015
Si  0.0016  0.0027  -0.0029
Si  -0.0017  -0.0002  0.001
Si  0.0009  0.0012  0.0013
Si  0.001  -0.0014  0.0008
Si  -0.0015  -0.0005  -0.0008
Si  -0.0014  0  -0.0008
Si  0.0004  0.0013  -0.0001
Si  0.0021  0.0026  0.0005
Si  0.0003  0.0025  0
Si  0.0008  -0.0008  0.0008
Si  0.0004  0.002  0.0009
Si  0.0015  0.0017  -0.0006
Si  0.0007  -0.0008  -0.002
Si  -0.0008  0.0001  0.0005
Si  -0.0012  -0.0006  0.0005
Si  -0.0003  0.0007  -0.0001
Si  0.0001  0.0008  0.0005
Si  0.0003  0.0014  0.001
Si  -0.0008  -0.0001  -0.0017
Si  0.0003  0.0003  -0.0009
Si  0.0003  -0.0003  -0.0011
Si  -0.0003  0.0013  0.0004
Si  -0.0007  0.001  -0.0008
Si  0.0004  0.0004  -0.001
Si  -0.0001  0.0019  0.0006
Si  0.0007  0.0006  0.0012
Si  -0.0004  -0.0004  0.0004
Si  0.0004  -0.0003  -0.0006
Si  -0.0001  -0.0002  0.0003
Si  0.0004  0.001  0.0003
Si  -0.0001  0.0003  -0.0002
Si  0.0002  -0.0001  -0.0007
Si  0.0002  0.0001  -0.0007
Si  -0.0004  -0.0001  -0.0011
Si  -0.0003  -0.0003  -0.001
Si  -0.0001  -0.0005  -0.0008
Si  0.0003  0.0007  0.0006
Si  -0.0004  -0.0001  0.0002
Si  -0.0001  0.0008  0.0004
Si  -0.0001  -0.0006  -0.0011
Si  0.0001  0  -0.0002
Si  -0.0002  -0.0003  -0.0009
Si  0  0  0.0011
Si  -0.0002  0.0001  0.0004
Si  0.0002  0.0001  0.0001
Si  0  0.0002  0.0003
Si  -0.0002  0.0001  0
Si  0.0003  -0.0005  -0.0004
Si  0.0006  0  -0.0009
Si  -0.0002  -0.0003  -0.001
Si  -0.0006  -0.0004  -0.0005
Si  -0.0005  -0.001  -0.0005
Si  -0.0001  -0.0007  -0.0004
Si  -0.0005  -0.0007  -0.0004
Si  -0.0001  0.0007  0.0002
Si  0.0001  0.0005  0.0003
Si  -0.0001  0.0007  0
Si  0.0003  0.0003  0.0002
Si  0  0.0007  -0.0001
Si  0.0002  0.0002  -0.0003
Si  -0.0005  -0.0004  0.0007
Si  -0.0003  -0.0006  0.0004
Si  0.0001  -0.0004  -0.0002
Si  0.0007  0  -0.0008
Si  0.0007  0.0001  0.0012
Si  0.0014  0.0001  0.0005
Si  0.0003  0.0002  -0.0006
Si  0.0003  -0.0005  -0.0005
Si  0.0005  -0.0007  -0.0001
Si  0.0002  0.0001  0.0003
Si  0.0005  -0.0001  -0.0002
Si  0.0004  -0.0002  -0.0001
Si  -0.0004  -0.0005  0.0004
Si  0.0005  -0.0004  0.0004
Si  -0.0001  -0.0003  0.0003
Si  0.0007  -0.0015  -0.0005
Si  0.0009  0.0005  0.0007
Si  -0.0002  0.0007  -0.0011
Si  -0.0025  -0.0006  -0.0002
Si  -0.0013  -0.0012  0.0003
Si  -0.0029  -0.0018  0.0007
Si  -0.0008  -0.0016  0.0002
Si  0.0002  0  0.0005
Si  0.0007  -0.0009  -0.0012
Si  -0.0006  0.0012  0.0015
Si  -0.0007  0.0006  0.0001
Si  -0.001  0.0011  -0.0003
O  0.0008  0.0015  0.0006
O  -0.0004  -0.0007  -0.0006
O  0  -0.0016  -0.0014
O  -0.0003  -0.0001  -0.0008
O  0  0  -0.0008
O  -0.0003  0.0002  -0.0013
O  0.0005  0.001  0.0007
O  0.0015  0.0015  0.0008
O  0  0.0004  -0.0015
O  -0.0006  0.0019  0.0002
O  0.0001  0.001  -0.0001
O  0.0017  -0.0027  0.0007
O  0.002  -0.0039  -0.0067
O  0.0025  -0.0005  -0.0041
O  0.0037  0.0089  -0.0083
O  0.0045  -0.0021  -0.0064
O  0.0005  -0.0057  -0.0059
O  0.0006  -0.0019  -0.0021
O  0.0049  -0.0018  -0.0001
O  -0.0019  0.0069  -0.0039
O  -0.0027  -0.0016  -0.0151
O  0  0.0004  0.0025
O  0.004  -0.0024  0.0044
O  -0.012  0.0042  -0.0075
Si  0.0006  -0.0013  -0.0015
Si  0.0012  -0.0005  0.0007
Si  0.0014  -0.0009  -0.0032
Si  -0.0018  -0.0008  -0.006
Si  -0.0004  -0.0026  -0.002
B  0.0089  0.0059  0.008
Si  0  -0.0013  0.001
Si  0.0008  0  -0.0019
Si  -0.0024  0.0006  -0.0029
Si  0  0.0002  -0.0039
Si  -0.0002  -0.0008  -0.0012
Si  -0.0057  0.0018  0.0017
Si  -0.0016  -0.0084  0.0071
Si  -0.0018  -0.0002  -0.004
Si  -0.0019  -0.004  0.0003
Si  -0.0015  -0.0051  0.0105
Si  0.0035  -0.0021  0.0043
Si  -0.0019  -0.0016  -0.0003
Si  -0.0015  -0.0033  -0.0021
Si  -0.0011  -0.0025  -0.0026
Si  0.0052  0.0014  0.0045
Si  0.0005  0.0006  -0.0029
Si  0.0001  0.001  0.0008
Si  -0.003  -0.0026  -0.0094
Si  -0.0012  0  -0.0007
Si  -0.0004  0.0003  -0.004
Si  -0.001  0.0072  0.0038
Si  0.0019  -0.0009  -0.0046
Si  -0.0004  -0.0006  -0.003
Si  -0.0004  -0.0022  0.0012
Si  -0.0006  -0.0012  -0.0022
Si  0.0014  -0.0003  0.001
Si  0.0048  0.0045  0.0109
Si  0.001  0.0002  -0.004
Si  -0.0015  -0.0001  0.0009
Si  0.0002  0.0035  0.0037
Si  -0.0008  0.0023  -0.0024
Si  0.0002  -0.0005  0.0003
Si  -0.0093  0.0057  -0.0025
O  0.0007  -0.0018  -0.0002
O  -0.0002  -0.0004  0.0006
O  0.0037  0.0065  0.0015
O  0.0008  0.0008  0.0024
O  -0.0011  -0.0005  0.0013
O  0.0002  -0.0002  -0.0001
O  -0.0013  -0.0008  0.0029
O  0.0005  0.0007  -0.0015
O  0.0012  0.0002  -0.0018
O  0.0014  0.0049  0.0054
O  -0.0011  -0.0013  0.0001
O  -0.002  -0.0004  0.0007
O  0.0046  0.0041  -0.0014
O  0.0004  -0.0005  0.0017
O  -0.0007  -0.0003  -0.0003
O  0.0008  -0.0002  -0.0004
O  0.0002  -0.0001  0.0005
O  0.001  0  0
O  0.0035  -0.0074  0.0026
O  -0.0049  0.0037  -0.003
O  0.0007  -0.001  0.0009
O  -0.0002  0  0.0001
O  -0.0052  0.0037  -0.0094
O  0.0028  0.0005  0.0026
O  0.0001  -0.0002  0.0026
O  0.0044  -0.0014  0.0006
O  -0.0012  -0.0004  0.0002
O  -0.0011  0.0006  0.001
O  0.0003  0.0078  -0.0211
O  -0.0006  0.0015  0.0017
O  0.0019  -0.0023  0.0016
O  -0.0007  -0.0002  0.0018
O  -0.0002  -0.0003  -0.0003
O  -0.0027  -0.0037  -0.0015
O  0.0002  -0.0001  -0.0011
O  -0.002  0.0023  0
O  0.0037  -0.0173  0.0001
O  -0.0003  -0.0003  -0.0001
O  -0.0014  0.0012  0.0042
O  -0.0039  0.0017  -0.0021
O  0.0033  -0.0016  0.0037
O  -0.0009  0.0014  0.004
O  -0.001  -0.0001  0.0014
O  -0.0009  -0.0018  0.0021
O  -0.0104  -0.0142  -0.0066
O  0.0009  -0.0008  0.0026
O  -0.0007  0.0006  0.0028
O  -0.0026  -0.0008  -0.0008
O  0.001  -0.0115  -0.0013
O  0.0001  0.0037  -0.0028
O  0.0004  0.0001  0.0011
O  0  -0.0013  0.001
O  0.0098  0.0046  -0.0062
O  -0.0005  0.0005  -0.0004
O  0.0041  -0.0002  0.0093
O  -0.0005  0.0027  0.0069
O  -0.0008  -0.0007  0.0026
O  -0.0005  -0.0011  0.0024
O  0.0071  -0.0063  0.0021
O  -0.0005  -0.0015  0.0022
O  -0.0008  0.0096  -0.0062
O  -0.0001  -0.0012  -0.0003
O  0.0004  -0.0016  0.0005
O  0.0002  0.01  0.0041
O  0  -0.0006  0
O  -0.0083  -0.0001  -0.0067

The program warned: the cutoff lies below the one the program advises for these potential files; the exchange-correlation potential is rough where the density is thin.
